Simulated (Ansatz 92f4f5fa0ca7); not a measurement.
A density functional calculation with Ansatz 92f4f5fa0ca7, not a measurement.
Periodic cell of 240 atoms, Si148O92, from a study of silicon, its oxide and their interface. The atomic structure is a simulated model.
Doubt: the cutoff is far below the 930 eV that the study's wrapper takes by default for these files, so forces and energies are approximate.
This geometry differs little from another in the collection (a relaxation step or a small displacement).

Settings: functional PBE; potential files Ansatz PAW; basis plane waves; wave-function cutoff 580 eV; density cutoff ratio 5; exchange-correlation grid ratio 1; k mesh 1 x 1 x 1, Gamma-centred; self-consistency stop 5e-08 eV per atom in the density residual; occupations fixed; spin none; net charge 0.

Cell vectors (angstrom)
a  11.6015  0  0
b  0  10.938  0
c  0  0  33.1893

Atoms: element, x, y, z (angstrom)
Si  0.1229  0.0338  24.2576
Si  4.2316  0.1774  24.2574
Si  7.8057  -0.0615  24.7718
Si  2.1251  1.3902  24.1414
Si  6.1136  1.5721  24.6073
Si  9.7194  1.3098  24.5374
Si  0.2053  5.3787  24.7401
Si  3.8275  5.6707  24.5122
Si  7.8552  5.5653  24.4587
Si  1.8711  7.0187  24.6524
Si  5.8777  6.8867  24.3602
Si  9.8838  6.7659  24.5668
Si  2.0817  2.6596  26.3021
Si  5.8831  2.9183  26.4858
Si  9.7316  2.6912  26.4811
Si  0.1091  3.949  26.54
Si  3.9049  4.2137  26.428
Si  7.8574  4.1832  26.4304
Si  2.0308  8.4262  26.4755
Si  5.8383  8.2034  26.3858
Si  9.8101  8.1943  26.4685
Si  0.0638  9.6988  26.3598
Si  4.0043  9.7292  26.3057
Si  7.8244  9.4572  26.5829
Si  0.0503  0.0451  28.3448
Si  3.9455  0.0227  28.3333
Si  7.7628  0.0108  28.3982
Si  2.0149  1.3705  28.3112
Si  5.8501  1.4105  28.3415
Si  9.6963  1.3483  28.3979
Si  0.0893  5.4621  28.3699
Si  3.8865  5.5042  28.3866
Si  7.8007  5.5216  28.3679
Si  1.9855  6.8961  28.3333
Si  5.8272  6.8391  28.3358
Si  9.7645  6.8269  28.3822
Si  1.9336  2.7345  30.29
Si  5.8008  2.7345  30.29
Si  9.6679  2.7345  30.29
Si  0  4.1018  30.29
Si  3.8672  4.1018  30.29
Si  7.7343  4.1018  30.29
Si  1.9336  8.2035  30.29
Si  5.8008  8.2035  30.29
Si  9.6679  8.2035  30.29
Si  0  9.5708  30.29
Si  3.8672  9.5708  30.29
Si  7.7343  9.5708  30.29
Si  0  0  32.2236
Si  3.8672  0  32.2236
Si  7.7343  0  32.2236
Si  1.9336  1.3673  32.2236
Si  5.8008  1.3673  32.2236
Si  9.6679  1.3673  32.2236
Si  0  5.469  32.2236
Si  3.8672  5.469  32.2236
Si  7.7343  5.469  32.2236
Si  1.9336  6.8362  32.2236
Si  5.8008  6.8362  32.2236
Si  9.6679  6.8362  32.2236
Si  1.9336  2.7345  0.9679
Si  5.8008  2.7345  0.9679
Si  9.6679  2.7345  0.9679
Si  0  4.1018  0.9679
Si  3.8672  4.1018  0.9679
Si  7.7343  4.1018  0.9679
Si  1.9336  8.2035  0.9679
Si  5.8008  8.2035  0.9679
Si  9.6679  8.2035  0.9679
Si  0  9.5708  0.9679
Si  3.8672  9.5708  0.9679
Si  7.7343  9.5708  0.9679
Si  -0.0645  -0.0262  2.9313
Si  3.8067  0.0102  2.8646
Si  7.6718  -0.0085  2.8864
Si  1.87  1.3177  2.826
Si  5.7558  1.3559  2.9307
Si  9.5984  1.3579  2.8982
Si  -0.0323  5.4806  2.8766
Si  3.8175  5.4387  2.9289
Si  7.647  5.4456  2.9359
Si  1.8887  6.8328  2.9665
Si  5.7363  6.8116  2.9028
Si  9.607  6.7697  2.8502
Si  1.8336  2.6691  4.7209
Si  5.7475  2.6297  4.9479
Si  9.5428  2.8477  4.7407
Si  -0.0595  4.0688  4.7511
Si  3.8148  3.9853  4.8181
Si  7.5777  4.1635  4.9602
Si  1.8264  8.1041  5.0141
Si  5.651  8.2112  4.8083
Si  9.5787  8.1445  4.7302
Si  -0.1017  9.5037  4.8688
Si  3.7248  9.5084  4.7174
Si  7.6588  9.4928  4.7611
Si  -0.262  0.0031  6.7733
Si  3.6711  -0.125  6.6454
Si  7.8075  -0.0942  6.6729
Si  1.7621  1.2412  6.5947
Si  5.7656  1.0613  6.8444
Si  9.5348  1.5234  6.6349
Si  -0.1866  5.3075  6.7521
Si  3.7591  5.2429  6.8217
Si  7.4472  5.732  6.8684
Si  1.8232  6.5402  6.9918
Si  5.474  7.0181  6.869
Si  9.5627  6.7836  6.6588
O  7.1433  5.1389  8.4035
O  5.3633  8.0846  8.1853
O  8.2442  9.9087  7.9982
O  3.3287  9.7574  7.914
O  9.4062  2.4824  8.0032
O  3.7809  4.1091  8.0811
O  1.7306  2.3355  7.8302
O  9.8283  7.7214  8.0026
O  10.9529  10.1224  8.2023
O  11.3108  4.3197  8.09
O  5.9213  1.7037  8.3912
O  1.9741  6.9744  8.5999
O  7.4841  9.9427  23.4228
O  2.0738  2.417  22.8037
O  5.9412  7.8175  22.9672
O  4.7829  10.1949  22.9504
O  0.0091  9.9768  22.9083
O  0.6577  4.5612  23.3416
O  9.3626  2.3852  23.3112
O  3.4657  4.5819  23.3016
O  6.6259  2.3581  23.2016
O  7.9357  4.6621  23.0616
O  1.3954  7.7476  23.2003
O  10.2339  7.7282  23.2494
Si  10.1819  8.4808  17.0343
Si  4.3706  9.1298  9.0133
Si  8.0134  3.0815  22.6831
Si  11.1722  0.34  13.3953
Si  5.1817  13.0015  16.7627
Si  4.7786  11.1508  14.3544
Si  8.9549  1.8875  20.1404
Si  0.3374  8.4804  14.561
Si  10.3557  7.8843  19.833
Si  9.1598  -0.0784  15.525
Si  8.8598  7.8779  11.2106
Si  8.4148  3.8059  13.6605
Si  1.552  3.9738  15.2243
Si  3.7122  6.5243  17.708
Si  6.5732  6.1263  14.4191
Si  3.2019  8.7189  15.6534
Si  5.0889  1.1629  9.7003
Si  0.1509  6.7902  12.0536
Si  1.9488  4.4891  11.3392
Si  2.3948  -3.7781  10.1764
Si  -0.1366  2.8114  18.6661
Si  -0.0055  8.3601  22.5866
Si  2.3646  -9.0436  13.2671
Si  19.6183  -0.9615  20.2294
Si  2.0321  4.7249  19.5494
Si  9.6213  9.2279  8.591
Si  10.2631  3.9651  16.1118
Si  10.2299  3.4989  8.989
Si  6.2502  5.1328  17.4104
Si  3.6951  5.9662  14.7298
Si  6.1882  9.3958  22.5876
Si  7.1888  9.1679  13.6258
Si  2.4531  2.7123  17.8029
Si  -1.7971  13.1625  11.4883
Si  2.7808  3.0363  8.8441
Si  6.988  2.7194  11.4694
Si  2.055  4.0636  22.6406
Si  7.5004  0.7452  17.8612
Si  -2.5948  6.0928  18.0243
Si  19.408  5.2075  9.8925
O  6.6275  9.5918  21.0215
O  3.5802  8.2962  10.1847
O  10.5391  2.2197  19.8765
O  -1.3294  0.7976  12.1169
O  6.6514  7.7457  14.2333
O  -0.0615  4.1985  15.0963
O  2.4681  3.2041  12.2532
O  11.0338  -2.4829  18.4412
O  11.5051  7.9893  20.9928
O  5.1907  6.0705  18.285
O  8.2201  1.9364  18.6953
O  7.6437  5.2266  18.2863
O  15.0862  8.0816  17.1685
O  5.0921  -0.494  9.7189
O  8.976  3.5419  15.1774
O  9.4441  9.0129  10.1878
O  7.9165  6.7255  10.4992
O  0.5421  5.1846  11.8617
O  1.034  0.9721  13.0504
O  10.9354  7.8976  15.7093
O  5.7297  1.7744  11.0736
O  2.0979  2.5271  14.7342
O  16.9733  12.4165  15.2339
O  2.5442  6.1176  18.8065
O  7.6687  -0.6782  18.6501
O  4.0608  -0.8632  15.38
O  9.3124  4.6313  9.7189
O  8.0703  11.7532  16.331
O  1.0357  7.6468  10.959
O  3.5534  7.5756  14.5272
O  10.6005  2.8622  17.2707
O  1.8097  3.8084  9.8766
O  2.9267  5.8106  11.0063
O  13.9627  5.1049  14.3307
O  15.1941  1.8133  9.5796
O  8.2092  2.9913  21.0741
O  3.6025  1.8516  17.1011
O  7.1714  2.8512  13.112
O  5.7336  -7.3407  17.0497
O  0.4897  4.2737  19.1392
O  10.1509  7.1042  11.8892
O  10.2875  11.7526  14.7174
O  8.8247  7.587  17.3246
O  -0.2675  9.6671  13.6012
O  1.6278  9.061  15.3828
O  1.8768  3.8949  16.8111
O  6.8916  4.2428  10.8532
O  3.0708  3.5412  19.0717
O  9.9524  5.3233  16.942
O  3.7604  5.6505  16.3254
O  -5.6437  10.2859  13.5596
O  5.9163  1.0511  17.7936
O  5.0835  -5.3883  13.9573
O  9.9149  -0.8955  16.7103
O  7.8022  16.2859  13.6438
O  8.7411  0.4012  20.8111
O  0.6158  -3.7029  13.5552
O  8.313  -8.9636  10.8625
O  9.0702  -2.1837  20.3435
O  7.8993  8.7472  12.2133
O  10.8187  2.6375  10.2649
O  3.6846  0.9041  13.3065
O  12.7662  1.8412  18.339
O  -1.953  3.4467  12.6119
O  6.6756  5.8499  16.0119
O  8.3717  -1.1094  14.5384
O  9.7825  6.3743  19.4618
O  2.0734  4.7379  21.1636

Results
free energy: -146401.670 eV
free energy less fixed offsets of O -568.88, Si -635.61 eV per atom: 5.570 eV

Forces (eV/angstrom), in the order of the atoms: element, x, y, z
Si  -0.002  0.0133  0.0188
Si  -0.0446  0.0269  0.012
Si  0.0284  0.1414  -0.0195
Si  0.0107  -0.0103  0.0518
Si  -0.0342  -0.1175  -0.0109
Si  0.0686  -0.0787  0.0288
Si  -0.0746  0.0888  -0.0236
Si  0.0025  0.0361  0.0394
Si  -0.0296  0.0251  -0.0155
Si  0.0693  -0.0768  -0.0266
Si  0.0008  -0.0027  0.0294
Si  0.031  -0.046  0.0203
Si  0.0172  -0.084  -0.0491
Si  -0.046  -0.0496  0.0037
Si  -0.0516  -0.0771  -0.0267
Si  0.0325  0.0485  0.0163
Si  -0.0189  0.0648  -0.0214
Si  0.0438  0.085  -0.0031
Si  0.0031  -0.0541  0.0036
Si  -0.0257  -0.0876  -0.0345
Si  0.0105  -0.0769  -0.013
Si  -0.0278  0.0908  -0.0369
Si  0.0096  0.0706  -0.0506
Si  -0.0114  0.0388  0.0047
Si  0.0199  -0.0687  0.0323
Si  -0.0109  -0.0343  0.0335
Si  -0.0021  -0.0161  0.0111
Si  -0.0167  0.071  0.0293
Si  0.0154  0.0188  -0.0015
Si  -0.0022  0.0359  0.0144
Si  0.0047  -0.0282  -0.0127
Si  0.0144  -0.0299  0.0127
Si  -0.001  -0.0684  0.0192
Si  -0.0062  0.0214  0.0019
Si  0.0083  0.0674  0.0272
Si  0.0014  0.0272  0.002
Si  0.0672  -0.0422  -0.256
Si  0.0714  0.1274  0.0265
Si  -0.0134  0.0835  0.104
Si  0.1688  0.0092  0.1371
Si  -0.0551  0.0383  0.0841
Si  0.0311  0.0861  -0.0502
Si  -0.0178  0.137  0.0557
Si  0.0207  0.0088  -0.0992
Si  0.1437  0.039  0.0601
Si  0.0767  0.0755  -0.1634
Si  0.1221  0.0598  -0.2143
Si  -0.0668  -0.0167  0.2339
Si  0.0068  0.0989  -0.0361
Si  -0.0129  0.045  -0.0465
Si  0.0112  -0.0419  0.0108
Si  0.0156  -0.0406  -0.0606
Si  -0.0215  -0.0899  0.0264
Si  0.0031  0.0186  0.0373
Si  -0.0234  -0.0098  0.0012
Si  0.0112  0.0259  0.0211
Si  0.0037  0.0908  0.0042
Si  0.002  -0.1154  0.0251
Si  0.0003  -0.0846  0.0021
Si  -0.0099  0.0372  0.0114
Si  -0.0934  0.0498  -0.3212
Si  -0.0364  -0.0374  0.1853
Si  -0.0308  -0.0806  -0.0209
Si  0.0195  -0.0434  -0.0654
Si  -0.0636  -0.0128  0.076
Si  -0.1015  -0.077  0.1956
Si  0.032  -0.0383  0.3935
Si  -0.0894  -0.0278  0.0716
Si  -0.0801  -0.1019  -0.1118
Si  -0.1182  -0.0673  0.1294
Si  0.0138  -0.0585  -0.2176
Si  -0.039  -0.0293  -0.0756
Si  0.0048  -0.0523  -0.0241
Si  0.0099  -0.0647  -0.0319
Si  0.0248  -0.0629  0.0035
Si  -0.0471  0.0645  0.0086
Si  -0.0076  0.049  -0.0161
Si  -0.0093  0.0439  -0.0127
Si  0.0054  -0.0584  -0.0164
Si  -0.0243  -0.0417  -0.0414
Si  0.0268  -0.0476  0.0095
Si  0.0208  0.0498  -0.006
Si  -0.0189  0.0626  -0.0182
Si  -0.0293  0.0583  -0.0387
Si  0.0516  -0.0634  -0.014
Si  0.0585  -0.0705  0.0651
Si  0.016  -0.0743  -0.0035
Si  -0.0166  0.0825  0.036
Si  -0.0149  0.062  0.0495
Si  -0.0155  0.0767  0.0188
Si  0.0212  -0.1016  0.0185
Si  0.0854  -0.1274  0.0764
Si  0.0412  -0.0741  0.0223
Si  0.0093  0.0885  0.0459
Si  -0.063  0.0902  0.0183
Si  -0.0742  0.0896  -0.0188
Si  -0.0053  0.0612  -0.0362
Si  0.0817  0.0704  0.019
Si  0.0412  0.0927  -0.0173
Si  -0.0466  -0.1054  -0.0244
Si  -0.0721  -0.0285  -0.0359
Si  -0.0201  -0.0917  -0.0223
Si  0.0193  0.1404  -0.0468
Si  0.0715  0.0445  0.0086
Si  -0.034  0.0895  -0.0672
Si  -0.0911  -0.0593  -0.0505
Si  0.0062  -0.0688  -0.1156
Si  0.0279  -0.1176  0.0412
O  0.0207  -0.0154  0.0485
O  -0.0176  0.0954  0.1044
O  0.0489  -0.0512  0.0181
O  -0.0179  -0.0013  -0.0113
O  0.0126  0.0514  0.0182
O  -0.0461  -0.0572  -0.0044
O  0.0545  0.045  0.0226
O  -0.003  0.0438  -0.0409
O  -0.0198  -0.045  0.0282
O  -0.0381  -0.0676  0.041
O  -0.0002  0.0109  0.0158
O  0.0178  0.005  0.1017
O  -0.0111  -0.013  0.0163
O  -0.0183  0.0737  -0.0495
O  0.009  0.0388  -0.0238
O  0.0439  -0.018  0.0036
O  -0.0078  -0.0612  -0.0241
O  0.0148  0.0089  0.0307
O  -0.0477  0.0305  0.001
O  -0.0334  -0.0051  -0.0009
O  0.0518  0.027  0.0048
O  0.0007  -0.0451  0.0088
O  -0.0417  0.004  0.0147
O  0.0083  0.0142  -0.0011
Si  0.011  0.0073  0.0063
Si  0.0196  -0.0458  -0.0213
Si  -0.0093  0.0198  0.0276
Si  -0.0142  0.0045  -0.0121
Si  0.0062  -0.0122  -0.0018
Si  0.0112  0.0012  -0.011
Si  0.0112  -0.0218  -0.0265
Si  -0.0192  -0.0213  -0.0199
Si  -0.0111  0.0178  -0.0061
Si  0.0033  -0.0094  -0.0025
Si  0.0064  -0.0304  0.014
Si  0.007  -0.0215  -0.0254
Si  -0.0213  -0.0094  -0.0136
Si  -0.0213  -0.0157  0.0018
Si  0.0202  -0.0105  -0.0082
Si  -0.0023  -0.0145  -0.0033
Si  0.0059  -0.0066  -0.0218
Si  -0.0062  0.0041  -0.0156
Si  0.0017  0.0468  -0.0024
Si  0.0275  0.0299  -0.0431
Si  -0.0028  -0.0022  0.0115
Si  0.0017  0.0418  0.0209
Si  -0.0053  0.0038  0.0034
Si  0.014  -0.0111  -0.0263
Si  -0.01  -0.0117  -0.0005
Si  -0.0075  -0.0027  -0.0235
Si  0.0032  0.0001  0.0034
Si  0.0088  0.0093  -0.0281
Si  0.0147  0.0076  -0.0145
Si  0.0059  -0.0091  -0.0032
Si  -0.0463  -0.0237  0.0068
Si  0.0288  -0.0092  -0.0207
Si  -0.0097  0.0011  0.0256
Si  -0.0118  0.0162  0.0139
Si  0.0358  0.0226  -0.0352
Si  0.0283  0.0136  0.0062
Si  0.0277  -0.0628  0.0081
Si  0.0261  -0.0204  0.0101
Si  0.0131  0.0163  0.008
Si  -0.0106  -0.003  -0.0146
O  0.0079  0.0075  -0.004
O  -0.019  -0.0129  -0.0021
O  0.0014  0.0024  -0.0035
O  0.0211  -0.0138  0.0069
O  -0.0071  -0.004  0.0063
O  0.0207  -0.0029  -0.0023
O  0.0022  -0.0202  0.0065
O  -0.0146  -0.0067  -0.0118
O  0.0033  -0.0194  -0.0148
O  0.0004  0.0002  -0.0009
O  -0.0059  0.0032  -0.0012
O  -0.019  -0.0072  0.0026
O  0.0036  0.0108  -0.002
O  0.0011  0.0295  0.0069
O  -0.0023  -0.0016  0.0076
O  0.0057  -0.0037  -0.017
O  0.0008  0.0103  -0.0169
O  0.0042  -0.0124  -0.0132
O  0.009  0.0041  0.0005
O  0.006  0.0019  0.003
O  -0.0084  -0.0054  -0.0105
O  0  0.0123  0.015
O  -0.0027  -0.0058  -0.0051
O  0.0147  0.0129  -0.0081
O  -0.0087  0.0157  -0.0067
O  -0.004  -0.0006  0.0116
O  0.0066  0.008  -0.0141
O  0.0022  -0.0009  -0.0027
O  -0.0118  -0.0079  -0.0091
O  0.0011  0.0032  -0.0004
O  -0.0027  0.0068  -0.0047
O  -0.0202  -0.005  0.0083
O  -0.0071  -0.0368  -0.009
O  0.0096  0.0062  0.0056
O  -0.0052  0.0134  -0.0185
O  0.0007  0.0039  -0.0157
O  -0.0001  -0.0074  -0.0006
O  0.0113  0.0075  0.0154
O  -0.0037  0.001  0.006
O  0.0008  -0.004  -0.0037
O  0.0135  -0.001  -0.0075
O  0.0036  -0.0041  -0.0005
O  0.0002  -0.0055  -0.0019
O  0.0058  0.0095  0.0013
O  0.0127  0.0063  0.0142
O  0.007  0.0095  -0.0104
O  -0.008  -0.011  -0.0055
O  -0.013  -0.0037  -0.0151
O  0.0061  -0.0124  0.0035
O  0.005  -0.0037  -0.002
O  -0.0143  0.0092  0.0024
O  -0.0192  0.01  -0.003
O  -0.015  -0.0001  0.0018
O  -0.0041  0.0096  0.0046
O  -0.01  0.0059  0.0101
O  -0.0017  0.0057  0.0088
O  0.0107  0.0157  0.0321
O  0.003  0.0005  -0.0109
O  0.0009  -0.0052  0.0013
O  -0.022  0.0204  0.0154
O  -0.0085  -0.0177  0.0007
O  0.0016  -0.0005  -0.0017
O  0.0118  0.0072  -0.0083
O  -0.0096  0.0103  0.008
O  -0.0076  0.0033  0.0046
O  -0.0111  0.0015  0.0031
O  -0.0048  -0.002  -0.0064
O  -0.0029  0.0168  -0.0141

The program warned: the cutoff lies below the one the program advises for these potential files; the forces do not sum to zero within the program's tolerance; the exchange-correlation potential is rough where the density is thin.
